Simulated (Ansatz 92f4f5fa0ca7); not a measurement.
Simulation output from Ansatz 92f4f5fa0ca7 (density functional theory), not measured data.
Periodic cell of 224 atoms, Si133O89H1N1, from a study of silicon, its oxide and their interface. The atomic structure is a simulated model.

Settings: functional PBE; potential files Ansatz PAW; basis plane waves; wave-function cutoff 700 eV; density cutoff ratio 5; exchange-correlation grid ratio 1; k mesh 2 x 2 x 1, shifted by 0.5 0.5 0.5 of a step; self-consistency stop 5e-08 eV per atom in the density residual; occupations fixed; spin none; net charge 0.

Cell vectors (angstrom)
a 10.938 0 0
b 0 10.938 0
c 0 0 32.3234

Atoms: element, x, y, z (angstrom)
Si 0.1783 -0.1649 24.9168
Si 5.369 0.1418 24.7945
Si 3.0962 2.3749 24.8143
Si 8.0347 3.0308 24.8548
Si -0.2367 5.8088 24.7058
Si 5.7951 5.2374 25.0485
Si 2.4406 8.5564 24.8483
Si 8.4983 8.0905 24.8986
Si 1.4248 1.3825 26.1687
Si 6.9023 1.3657 26.1236
Si 4.1315 4.041 26.1701
Si 9.6415 4.1759 26.1173
Si 1.3784 6.8591 26.1017
Si 6.9329 6.8803 26.2381
Si 4.1322 9.5766 26.145
Si 9.6274 9.5872 26.2769
Si 2.7562 -0.0109 27.55
Si 8.207 0.0067 27.5484
Si 0.0204 2.7519 27.5026
Si 5.499 2.6896 27.5464
Si 2.7369 5.4549 27.4884
Si 8.2598 5.4673 27.5674
Si 0.0358 8.1689 27.573
Si 5.4711 8.1991 27.5334
Si 4.1018 1.3673 28.9051
Si 9.5708 1.3673 28.9051
Si 1.3673 4.1018 28.9051
Si 6.8362 4.1018 28.9051
Si 4.1018 6.8362 28.9051
Si 9.5708 6.8362 28.9051
Si 1.3673 9.5708 28.9051
Si 6.8362 9.5708 28.9051
Si 0 0 30.2724
Si 5.469 0 30.2724
Si 2.7345 2.7345 30.2724
Si 8.2035 2.7345 30.2724
Si 0 5.469 30.2724
Si 5.469 5.469 30.2724
Si 2.7345 8.2035 30.2724
Si 8.2035 8.2035 30.2724
Si 1.3673 1.3673 31.6396
Si 6.8362 1.3673 31.6396
Si 4.1018 4.1018 31.6396
Si 9.5708 4.1018 31.6396
Si 1.3673 6.8362 31.6396
Si 6.8362 6.8362 31.6396
Si 4.1018 9.5708 31.6396
Si 9.5708 9.5708 31.6396
Si 2.7345 0 0.6835
Si 8.2035 0 0.6835
Si 0 2.7345 0.6835
Si 5.469 2.7345 0.6835
Si 2.7345 5.469 0.6835
Si 8.2035 5.469 0.6835
Si 0 8.2035 0.6835
Si 5.469 8.2035 0.6835
Si 4.1018 1.3673 2.0507
Si 9.5708 1.3673 2.0507
Si 1.3673 4.1018 2.0507
Si 6.8362 4.1018 2.0507
Si 4.1018 6.8362 2.0507
Si 9.5708 6.8362 2.0507
Si 1.3673 9.5708 2.0507
Si 6.8362 9.5708 2.0507
Si 0 0 3.418
Si 5.469 0 3.418
Si 2.7345 2.7345 3.418
Si 8.2035 2.7345 3.418
Si 0 5.469 3.418
Si 5.469 5.469 3.418
Si 2.7345 8.2035 3.418
Si 8.2035 8.2035 3.418
Si 1.3049 1.385 4.7038
Si 6.8145 1.3665 4.7966
Si 4.084 4.0978 4.8162
Si 9.5075 4.1541 4.7611
Si 1.3447 6.8595 4.8426
Si 6.763 6.9228 4.7784
Si 4.0999 9.585 4.8026
Si 9.673 9.4722 4.7708
Si 2.6933 0.0594 6.046
Si 8.1958 -0.1389 5.9726
Si -0.1716 2.6511 6.035
Si 5.4621 2.7254 6.2342
Si 2.6518 5.4512 6.1978
Si 8.1606 5.5786 6.0918
Si 0.0576 8.1932 6.37
Si 5.411 8.2564 6.2763
Si 3.7377 1.6143 7.4416
Si 9.621 1.033 7.3688
Si 1.4023 3.7471 7.3052
Si 6.5625 4.4701 7.3887
Si 4.2178 6.6458 7.5399
Si 9.2943 7.0012 7.612
Si 1.2107 9.9862 7.5477
Si 7.1486 9.3621 7.4917
O 9.5358 6.9255 24.3715
O 4.239 1.2664 24.3815
O 8.1752 8.1692 8.0794
O 2.6446 2.7919 7.8048
O 6.8639 4.1261 24.4284
O 1.2942 9.6673 24.4103
O 3.6737 7.2488 8.9977
O -0.048 0.089 7.7954
O 5.3965 5.5396 7.8736
O 6.7795 10.3943 8.7538
O 9.6719 6.0005 8.8995
N 1.9147 9.9151 9.1692
O 3.9457 0.8797 8.9216
O 0.4222 3.9446 8.6203
O 8.8148 1.2714 8.8074
O 0.1905 10.2583 11.3403
O 8.0779 8.9235 23.5388
O 8.7178 2.5016 23.4511
O 5.0723 6.111 23.8605
O 2.5133 2.8162 23.3584
O 10.3585 0.4058 23.567
O 0.2699 5.3513 23.2009
O 2.9962 8.0444 23.3994
O 5.9516 10.4697 23.3649
Si 9.8356 1.6395 22.6345
Si 2.8677 7.6983 21.8204
Si 4.7526 10.0689 15.4236
Si 9.7219 -0.0182 17.6035
Si 4.2536 0.291 12.6948
Si 4.6095 5.1605 11.6068
Si 7.5551 0.6203 9.6306
Si 1.743 2.8589 21.9368
Si 6.053 2.6171 19.2081
Si 6.0495 7.6373 18.3796
Si 6.7073 3.4673 10.2069
Si 3.2359 12.5939 19.4771
Si 2.5595 6.8298 10.1339
Si 5.3786 15.0622 14.3222
Si 10.8363 -2.8497 17.5534
Si 13.346 -1.7629 16.9181
Si 8.0051 11.3755 20.3319
Si 2.8643 11.1636 9.9511
Si 6.6503 7.2379 12.7062
Si 9.7227 6.0338 19.4777
Si -4.0622 -1.5485 22.542
Si 6.0031 6.5597 15.6316
Si 12.3844 12.1552 16.834
Si 7.2129 10.3484 12.3372
Si 10.9837 5.2371 9.5245
Si 5.3775 6.5514 22.3344
Si 6.9032 5.4389 20.221
Si 1.935 2.0046 13.8202
Si 5.737 1.7817 16.1631
Si 0.886 9.1518 10.3479
Si 0.5943 0.8692 11.6629
Si -2.8579 4.6312 12.7964
Si 0.8187 5.5339 21.6635
Si 3.8623 -1.4012 19.5562
Si 19.437 6.6849 17.1193
Si 7.657 10.735 15.2215
Si -0.1405 3.5846 12.251
O 10.6575 7.2904 18.9826
O 1.7804 1.3001 10.5963
O 18.4793 6.0866 15.9689
O 1.7833 13.0204 15.4604
O 8.8735 10.5121 16.2626
O 0.166 2.5487 22.1968
O 1.8971 8.0412 11.0346
O -5.7072 4.0886 10.5399
O 6.712 1.3883 20.0516
O 12.2533 -2.9622 16.7432
O 5.3949 7.3137 16.9275
O -0.496 13.0384 11.5967
O 6.0369 7.3697 14.2168
O 1.0465 11.6965 13.239
O 7.1184 12.2549 15.4345
O 5.5677 6.4814 11.7434
O 4.1416 10.1593 13.916
O 9.1395 1.1155 21.2716
O -0.3149 9.6319 17.9934
O 5.8717 6.3296 19.3238
O 6.1494 2.4081 17.593
O -0.2811 5.1982 20.4994
O 7.6604 7.7868 18.0548
O 7.2879 4.0112 8.7899
O 16.8274 0.3924 12.4787
O 1.9443 4.3876 21.4109
O 9.1236 5.4554 18.0406
O 1.3127 6.2322 9.2886
O -2.7891 -0.4106 13.6753
O 9.7384 7.5198 16.4822
O 6.5666 1.8472 10.0575
O 7.9975 6.2811 12.7037
O -4.0196 3.9383 19.6061
O 10.7774 1.2145 17.2656
O 3.988 11.1491 19.5698
O 5.3174 8.9149 19.0861
O 8.0515 -0.1133 11.016
O 15.3901 2.7568 19.5375
O 6.895 -2.1922 12.1446
O 5.0585 5.274 15.4218
O -0.4218 8.4389 9.6637
O 3.6588 -0.318 11.2925
O 6.3401 5.39 21.739
O 1.2504 3.3704 13.1407
O 7.4551 -0.8887 21.1515
O 3.9779 6.5511 21.5094
O 15.941 2.7871 15.1343
O 6.9528 4.1244 13.8694
O 13.6593 9.1046 18.5031
O 3.4506 12.5941 13.1987
O 6.0228 8.0482 22.1857
O 4.6805 -10.4089 16.2966
O 3.2767 9.0374 20.99
O 7.7597 3.9265 11.3573
O 17.3067 -1.2155 15.4755
O 2.3328 1.7806 18.1041
O 3.1562 5.683 11.1192
O 4.4283 4.3825 13.0292
O -0.0498 4.7357 11.0772
O 12.7665 -0.3179 16.4591
O 8.3439 6.2075 20.345
O 1.4108 7.0505 21.4646
O 8.7056 11.1596 18.862
O 25.643 -1.9801 16.0683
O 2.3032 1.8371 20.8013
O -1.3649 4.1145 13.2183
H -1.2671 8.8445 9.9289

Results
free energy: -135584.337 eV
free energy less fixed offsets of H -17.10, N -388.26, O -569.03, Si -635.61 eV per atom: 0.823 eV

Forces (eV/angstrom), in the order of the atoms: element, x, y, z
Si 0.0007 -0.0192 -0.0365
Si -0.0208 0.0167 -0.037
Si 0.0297 -0.0287 -0.0389
Si -0.0292 0.0246 -0.041
Si -0.0236 0.0177 -0.0373
Si 0.015 -0.0188 -0.0367
Si -0.0195 0.0227 -0.0439
Si 0.0133 -0.0086 -0.0325
Si -0.0178 -0.0047 0.0075
Si 0.0016 -0.0104 0.0025
Si -0.0126 -0.0126 0.0039
Si 0.0073 -0.0041 0.0056
Si -0.0116 -0.0125 0.0156
Si 0.0069 0.0083 -0.0043
Si 0.0006 -0.0125 0.0055
Si -0.0138 0.0104 -0.0003
Si 0.005 -0.0037 -0.0073
Si -0.0089 0.0117 0.0005
Si 0.0033 0.0068 -0.0004
Si -0.002 0.0002 -0.0121
Si -0.0006 0.0005 0.0005
Si 0.0022 -0.0084 -0.0075
Si 0.0095 -0.0088 -0.0123
Si -0.0014 0.0058 -0.0002
Si 0.092 -0.1069 0.1807
Si 0.1071 0.196 -0.1787
Si 0.0183 0.1174 -0.1822
Si 0.1317 -0.0606 -0.051
Si -0.0823 -0.1164 -0.2433
Si 0.238 -0.0341 0.439
Si 0.2096 -0.0648 0.1596
Si -0.113 0.0851 -0.0286
Si 0.0229 0.0227 -0.0351
Si -0.0304 -0.004 0.0221
Si 0.0429 0.0335 -0.0487
Si 0.0264 0.0539 0.0073
Si 0.0089 0.073 0.0272
Si -0.0163 -0.0069 -0.0413
Si -0.0335 0.042 0.0182
Si 0.0265 -0.0028 -0.0302
Si 0.0085 -0.0141 0.0017
Si 0.0237 -0.0369 -0.0094
Si -0.018 -0.0213 0.0095
Si -0.0114 -0.0244 -0.0079
Si 0.0078 -0.0685 -0.0048
Si 0.0056 0.0035 0.0055
Si 0.0523 0.0097 -0.0011
Si -0.0166 0.017 0.0103
Si 0.0077 -0.0433 -0.017
Si -0.0616 0.0597 -0.0146
Si -0.0232 0.0291 0.0194
Si -0.0126 0.042 0.0044
Si -0.0416 0.071 -0.0135
Si 0.0588 -0.0174 -0.0158
Si 0.0466 -0.0125 0.0001
Si -0.0251 0.0044 0.027
Si -0.0378 -0.055 0.0031
Si -0.048 -0.1203 0.034
Si 0.1046 0.0165 0.0159
Si -0.0055 -0.0449 0.0096
Si -0.0416 -0.1174 0.0303
Si -0.117 -0.0787 -0.0278
Si -0.0296 0.0958 -0.0371
Si 0.147 0.0902 0.019
Si -0.0403 -0.4767 -0.5323
Si -0.0891 0.0601 0.0174
Si -0.0214 0.1997 -0.1235
Si -0.284 0.0434 -0.0064
Si 0.0164 0.2302 0.1694
Si -0.1985 0.0358 0.1638
Si -0.0698 -0.0433 0.3127
Si 0.1032 -0.0319 -0.1113
Si 0.0029 0.0034 0.0138
Si -0.0267 0.0221 0.0138
Si -0.0026 0.013 0.0052
Si 0.0023 -0.0028 0.0088
Si -0.0141 0.0103 -0.0194
Si -0.0004 -0.0038 0.0032
Si 0.0153 -0.0176 0.0049
Si 0.0122 -0.0142 0.0072
Si 0.0135 -0.0271 0.0108
Si 0.0035 0.0305 -0.0002
Si -0.0042 -0.0175 -0.007
Si -0.0092 -0.0048 -0.0297
Si -0.0027 0.015 0.0197
Si 0.0117 -0.0156 0.0144
Si -0.0148 -0.0025 -0.0182
Si 0.027 0.0139 -0.0202
Si -0.0336 0.0107 0.0386
Si 0.0109 -0.0196 0.0299
Si 0.0161 -0.0143 0.0223
Si 0 0.0415 0.0262
Si 0.0108 -0.0246 0.0274
Si -0.0475 -0.01 0.0343
Si 0.0131 0.0592 0.0294
Si 0.0427 0.0092 0.0468
O 0.0133 0.0021 -0.016
O 0.006 0.0008 -0.0106
O -0.0031 0.0017 -0.0022
O -0.0054 -0.0126 0.023
O 0.0109 -0.0015 -0.0123
O 0.0024 0.0014 -0.0183
O -0.0041 -0.0229 -0.008
O 0.0024 -0.0175 0.0324
O -0.0138 0.0045 0.0254
O 0.0166 -0.0157 -0.0094
O 0.0154 0.0164 -0.0137
N -0.0269 -0.0058 -0.0087
O -0.0061 0.0047 -0.0064
O 0.0056 0.0217 0.0057
O -0.0052 -0.0112 -0.0114
O 0.016 0.0012 -0.015
O -0.0186 -0.0132 0.006
O 0.0049 -0.0093 0.0055
O 0.0093 -0.0087 -0.0025
O -0.0018 -0.0035 0.0118
O 0.009 0.0126 0.0053
O 0.0008 0.0168 0.0078
O -0.0112 0.0016 -0.0001
O 0.0051 -0.0057 0.0117
Si -0.0019 0.0031 0.0085
Si -0.0012 -0.004 -0.0089
Si -0.0026 -0.0023 -0.0044
Si -0.0026 0.0028 0.002
Si 0.0008 -0.0009 -0.0026
Si 0.0027 0.0011 -0.002
Si 0.0068 -0.0019 -0.0025
Si 0.0014 0.002 -0.0125
Si -0.0043 0.0034 0.0039
Si -0.0046 -0.0014 0.0097
Si -0.0075 0.0046 0.0029
Si 0.0054 0.0043 0.0063
Si 0.0001 -0.0065 0.0078
Si -0.0069 -0.0002 -0.001
Si 0.0004 -0.0039 0.0013
Si 0.0007 -0.0029 0.0045
Si -0.005 0.0023 -0.0018
Si 0.0069 0.0129 0.0014
Si 0.0004 -0.0018 -0.0044
Si -0.0042 -0.0031 0.0051
Si 0.0006 -0.0029 -0.0002
Si -0.005 -0.0059 -0.0044
Si 0.0031 0.0062 -0.0016
Si 0.001 -0.004 -0.0009
Si 0.0143 -0.0024 -0.0043
Si -0.0003 -0.0136 0.0016
Si -0.0007 -0.004 0.0067
Si -0.0023 -0.0003 -0.0012
Si -0.0006 0.0081 0.005
Si -0.0043 -0.0053 0.015
Si -0.0049 0.0011 -0.0017
Si 0.0073 0.0016 0.0044
Si 0.0085 -0.0005 -0.0135
Si 0.0026 0.0056 0.0051
Si -0.0002 -0.0073 -0.0024
Si 0.0085 -0.0013 -0.0072
Si -0.0034 -0.0045 0.0037
O -0.0125 -0.0038 -0.0263
O -0.0004 -0.0344 0.0045
O -0.019 0.0302 0.0241
O -0.0073 -0.0163 -0.001
O -0.0028 0.0128 0.0088
O 0.0055 -0.011 0.0003
O -0.0051 -0.0015 -0.023
O 0.0245 0.0084 0.0189
O 0.0106 0.0027 -0.0094
O -0.0108 0.0259 0.0062
O 0.0248 -0.0129 0.0131
O 0.0284 0.0175 0.023
O 0.0185 -0.014 -0.002
O 0.0015 0.0324 -0.0055
O -0.0188 -0.0298 0.0063
O 0.0013 -0.0142 0.0183
O 0.0076 0.0212 -0.0017
O -0.0063 -0.001 0.011
O -0.0013 -0.0003 -0.0196
O 0.0258 0.0099 -0.0087
O -0.0073 -0.01 -0.0018
O 0.016 0.0118 0.0151
O -0.0018 -0.027 -0.0192
O -0.0186 -0.006 0.0012
O 0.0111 -0.012 0.0027
O -0.0221 -0.0114 0.0181
O -0.0056 0.0324 -0.0158
O -0.0072 -0.0017 0.0255
O -0.0379 0.0026 0.0049
O -0.0046 -0.0079 0.0401
O 0.0209 0.0044 -0.0043
O -0.0306 -0.0173 0.0078
O -0.0124 0.0035 -0.0014
O 0.0133 -0.0278 -0.0025
O -0.0232 -0.0079 -0.0041
O -0.0142 -0.0128 -0.0015
O -0.0272 0.0087 -0.0059
O 0.0051 -0.0186 -0.0064
O 0.0028 0.0065 0.0163
O 0.0272 0.0093 -0.0179
O -0.1106 0.0585 0.0596
O 0.0018 0.0176 0.0075
O -0.0127 0.0229 -0.0198
O -0.0186 -0.0213 -0.0054
O -0.0087 0.0007 0.023
O 0.0083 0.0252 0.0197
O 0.0149 -0.0021 -0.0036
O -0.0149 0.0061 -0.0175
O 0.0218 0.0172 -0.0175
O -0.0059 -0.0256 -0.001
O 0.0005 0.0049 0.005
O 0.0229 -0.0075 -0.0147
O 0.0053 -0.0186 0.0046
O -0.0199 0.0005 0.0071
O 0.0068 0.0253 -0.0163
O -0.0026 -0.0187 -0.0012
O 0.0081 0.0183 -0.0175
O 0.0293 0.0154 -0.0019
O -0.0021 -0.0029 -0.0151
O -0.0062 0.0013 0.0201
O -0.0199 -0.0066 -0.0023
O 0.0053 -0.023 0.0219
O 0.0047 -0.0001 -0.0032
O -0.013 0.0202 0.0187
O 0.0042 0.0153 -0.0014
O -0.0043 -0.0045 -0.0167
H 0.126 -0.0496 -0.0436

The program warned: the cutoff lies below the one the program advises for these potential files; the exchange-correlation potential is rough where the density is thin.
